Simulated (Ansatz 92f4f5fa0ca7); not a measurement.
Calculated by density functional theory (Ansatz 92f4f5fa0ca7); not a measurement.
Periodic cell of 223 atoms, Si132O90B1, from a study of silicon, its oxide and their interface. The atomic structure is a simulated model.
Doubt: the cutoff is far below the 930 eV that the study's wrapper takes by default for these files, so forces and energies are approximate.
This geometry differs little from another in the collection (a relaxation step or a small displacement).

Settings: functional PBE; potential files Ansatz PAW; basis plane waves; wave-function cutoff 580 eV; density cutoff ratio 5; exchange-correlation grid ratio 1; k mesh 1 x 1 x 1, Gamma-centred; self-consistency stop 5e-08 eV per atom in the density residual; occupations fixed; spin none; net charge -1 e, with a uniform compensating background and no finite-size correction.

Cell vectors (angstrom)
a	10.938	0	0
b	0	10.938	0
c	0	0	32.1988

Atoms: element, x, y, z (angstrom)
Si	10.5868	0.2551	24.8944
Si	5.7299	10.6525	24.7737
Si	2.4544	2.9201	24.6788
Si	8.4361	2.5318	24.9004
Si	0.2012	5.1476	24.8314
Si	5.2192	5.768	24.7656
Si	2.9481	8.0005	24.6378
Si	7.9129	8.3689	24.8071
Si	1.319	1.3946	26.0791
Si	6.844	1.3084	26.119
Si	4.0444	4.113	25.9924
Si	9.4477	4.2109	26.236
Si	1.389	6.8154	26.0074
Si	6.9156	6.7032	26.182
Si	4.1029	9.5235	26.039
Si	9.4604	9.57	26.1408
Si	2.7231	-0.0073	27.3734
Si	8.1582	-0.0215	27.561
Si	-0.0429	2.7662	27.4777
Si	5.4828	2.789	27.3681
Si	2.7251	5.4641	27.44
B	8.1818	5.4694	27.3565
Si	-0.058	8.135	27.3761
Si	5.4821	8.153	27.4402
Si	4.1011	1.3886	28.7366
Si	9.5745	1.365	28.8435
Si	1.3511	4.1063	28.8147
Si	6.9785	4.256	28.5693
Si	4.1055	6.8177	28.8056
Si	9.3937	6.6695	28.575
Si	1.3376	9.5405	28.7291
Si	6.7833	9.5328	28.8572
Si	0.0137	-0.0292	30.1502
Si	5.4286	0.0152	30.1496
Si	2.7374	2.7274	30.1412
Si	8.1707	2.7996	30.073
Si	-0.0798	5.4885	30.0723
Si	5.5313	5.4366	30.0843
Si	2.7152	8.2054	30.1179
Si	8.2183	8.1236	30.0924
Si	1.3777	1.3504	31.5166
Si	6.8305	1.405	31.4522
Si	4.1385	4.0946	31.4713
Si	9.5603	4.0996	31.4826
Si	1.3209	6.8375	31.439
Si	6.8445	6.8128	31.5038
Si	4.0728	9.5703	31.5078
Si	9.5683	9.5223	31.4735
Si	2.7368	-0.0079	0.7046
Si	8.1954	0.0051	0.6034
Si	-0.0083	2.7328	0.661
Si	5.483	2.7298	0.6696
Si	2.7291	5.4889	0.5934
Si	8.2146	5.4488	0.6846
Si	0.0071	8.1839	0.6638
Si	5.4691	8.2031	0.6588
Si	4.1333	1.3625	2.0485
Si	9.5573	1.341	2.0122
Si	1.3831	4.1312	1.9846
Si	6.8509	4.0782	2.0527
Si	4.0908	6.8269	2.011
Si	9.5844	6.8285	2.0396
Si	1.3736	9.5364	2.046
Si	6.8327	9.6046	2.0066
Si	-0.0147	-0.0351	3.3682
Si	5.4982	0.0068	3.4526
Si	2.7715	2.7899	3.338
Si	8.1959	2.6818	3.4291
Si	0.0326	5.4707	3.4077
Si	5.4701	5.4653	3.3778
Si	2.7693	8.1968	3.4298
Si	8.2045	8.2323	3.3492
Si	1.3882	1.3941	4.6074
Si	6.8503	1.3419	4.8936
Si	4.1541	4.085	4.7826
Si	9.5816	4.0766	4.7354
Si	1.4148	6.8253	4.803
Si	6.8187	6.8906	4.6981
Si	4.1385	9.5718	4.8248
Si	9.5527	9.548	4.7718
Si	2.7457	0.1091	6.0349
Si	8.2088	-0.0676	6.2568
Si	0.0288	2.6732	6.0306
Si	5.4782	2.7243	6.2714
Si	2.8169	5.4736	6.1657
Si	8.1709	5.4791	6.0091
Si	0.0118	8.1846	6.136
Si	5.53	8.219	6.2186
Si	3.8403	1.568	7.5799
Si	9.842	1.1375	7.4373
Si	1.6362	3.795	7.2981
Si	6.6522	4.4166	7.4583
Si	4.4071	6.6292	7.5305
Si	9.3647	6.9414	7.3812
Si	1.1419	9.9182	7.2746
Si	7.1656	9.2182	7.6571
O	8.3125	8.0738	7.9203
O	2.7211	2.7288	7.9428
O	9.5573	1.4346	24.3384
O	4.1231	6.902	24.1929
O	0.0335	0.0254	7.9494
O	5.5296	5.5086	8.0264
O	6.7995	9.4863	24.2605
O	1.2852	4.0195	24.2371
O	3.857	7.3811	8.9255
O	0.8429	4.3691	8.6102
O	9.8168	6.1491	8.7706
O	2.1128	9.3873	8.4912
O	7.5089	3.924	8.7882
O	4.2703	0.9256	9.0594
O	6.7396	9.5512	9.2204
O	9.2136	1.852	8.7924
O	7.7411	3.1758	23.5476
O	10.4744	5.8165	23.4779
O	5.0864	0.4102	23.4207
O	5.8837	5.1163	23.3944
O	3.0932	2.2113	23.3048
O	2.2892	8.7164	23.2654
O	8.5782	7.7201	23.4304
O	0.2372	10.3998	23.5878
Si	4.3932	1.5764	22.5237
Si	3.4911	7.9338	14.0324
Si	7.1233	0.9665	14.6701
Si	0.9337	9.3557	22.5745
Si	1.1743	4.3122	11.8735
Si	6.2639	8.9726	15.3262
Si	0.6758	1.3674	12.2957
Si	8.6207	4.9571	20.549
Si	0.3279	5.7064	9.3468
Si	5.097	3.1221	17.9477
Si	0.8796	3.7416	16.7511
Si	10.3981	2.8415	19.2493
Si	5.2792	1.1822	10.3354
Si	0.8864	0.1677	19.882
Si	6.6465	9.4605	10.8537
Si	9.3406	9.6858	18.3341
Si	9.3908	9.2475	12.571
Si	6.5843	3.8592	22.6411
Si	2.4404	8.0718	9.3658
Si	10.5919	7.3712	17.0882
Si	2.5127	6.2967	16.5835
Si	10.175	4.4923	14.1876
Si	6.134	9.1972	18.5253
Si	7.9726	2.5725	9.5621
Si	8.8769	2.1487	12.4429
Si	5.3447	6.2498	18.0726
Si	3.9243	0.5716	19.5046
Si	4.2741	3.8361	12.0464
Si	5.5454	6.603	12.1375
Si	8.0156	2.5051	17.2315
Si	4.3583	2.4808	14.9682
Si	1.5415	1.2103	15.256
Si	1.5736	9.4125	12.036
Si	8.0499	6.8542	13.8728
Si	10.3793	9.8366	15.4915
Si	9.7867	7	22.6121
Si	8.1179	5.4867	17.44
O	6.0481	7.9595	11.2925
O	6.0138	9.2143	16.9038
O	7.6819	1.3687	13.1975
O	0.8931	1.7454	13.8668
O	9.4403	6.248	16.8984
O	6.7631	6.2035	13.1379
O	5.1336	4.663	18.6061
O	9.2262	2.1499	18.2875
O	2.3704	0.1072	19.1119
O	9.4116	10.2356	16.769
O	2.7847	4.435	11.7127
O	5.0665	10.3341	19.1193
O	9.4211	3.2489	13.4849
O	0.4502	1.7592	19.98
O	3.1561	1.3557	15.0575
O	8.1649	5.3861	19.0505
O	3.9004	6.5981	17.3866
O	4.5655	3.2805	16.39
O	9.0619	5.6699	14.3226
O	5.4612	2.7641	22.202
O	10.6735	4.1382	15.6817
O	0.3375	3.8534	18.2852
O	10.4296	10.52	19.2202
O	9.6432	10.0258	14.0314
O	10.8786	8.1275	22.1651
O	1.2004	2.1618	16.5267
O	9.7283	3.7536	20.423
O	8.1405	4.0368	16.7058
O	-0.0404	9.1033	11.9089
O	6.5794	2.4125	18.0024
O	5.5819	10.7167	11.1877
O	7.7484	9.6006	18.8435
O	10.0267	1.0243	12.0627
O	1.3023	6.9655	9.0749
O	0.6198	4.7708	13.3461
O	5.7008	7.632	18.9837
O	5.2347	5.0857	11.525
O	2.7141	6.9907	15.1204
O	0.909	2.7442	11.4679
O	0.8619	10.6832	15.5484
O	2.4092	8.5909	10.9056
O	4.6948	2.4296	11.2686
O	4.2487	3.507	13.6788
O	2.1908	4.6897	16.4931
O	10.6999	8.2484	15.7037
O	6.9295	10.2989	14.6785
O	2.3443	8.9538	13.4212
O	8.0394	1.5332	15.9105
O	4.1329	6.997	12.8632
O	4.1747	2.016	18.7335
O	7.2853	4.4108	21.2824
O	8.4118	2.9258	11.0933
O	1.1865	6.8781	17.3663
O	5.6584	1.5836	14.7643
O	8.1296	9.7543	11.5921
O	9.2122	6.2886	21.2612
O	8.9621	7.7164	12.8634
O	1.6511	0.1205	11.8795
O	6.6572	6.1557	17.0772
O	7.3914	7.8068	15.0423
O	1.2054	10.2573	21.236
O	10.0286	8.2051	18.3606
O	3.9649	0.8791	21.1068
O	0.3282	5.3304	10.9213
O	6.7011	1.5719	9.6417
O	4.7758	8.7148	14.6866

Results
free energy: -135250.487 eV
free energy less fixed offsets of B -154.04, O -568.88, Si -635.61 eV per atom: 3.273 eV

Forces (eV/angstrom), in the order of the atoms: element, x, y, z
Si	-0.0107	0.0024	-0.0076
Si	0.0091	-0.0036	-0.0078
Si	-0.0035	0.0091	-0.0055
Si	-0.0009	-0.0121	-0.0066
Si	0.0089	0.002	-0.0009
Si	-0.0078	-0.0014	0.0001
Si	0.0033	-0.0065	-0.0031
Si	-0.0012	0.0091	-0.0054
Si	0.0013	0	-0.0005
Si	-0.0004	0.0023	0.0045
Si	0.0034	-0.0011	0.0033
Si	-0.0028	0.0072	-0.0045
Si	-0.0039	-0.0004	0.0032
Si	0.0078	-0.0058	-0.0035
Si	-0.0006	0.0003	-0.0014
Si	0.0019	-0.0013	0.0051
Si	0.0002	-0.0007	0.0067
Si	-0.0001	0.0002	-0.0008
Si	0.0021	-0.0009	0.0055
Si	0.0006	0.0011	0.001
Si	0.0001	0.0008	-0.0015
B	-0.0131	-0.0084	0.0192
Si	-0.0009	-0.0015	0.0022
Si	-0.0028	0.0011	0.0051
Si	-0.0001	0.001	0.0009
Si	-0.0009	-0.0036	0.0002
Si	0.0023	-0.0009	0.001
Si	0.0083	0.009	-0.013
Si	-0.0022	-0.0005	0.0015
Si	0.0013	0.0011	-0.0067
Si	-0.0009	0	0.0012
Si	0.0019	0.0019	-0.0001
Si	0.0041	-0.0005	-0.0001
Si	-0.0044	0.0007	-0.0002
Si	0.0004	-0.0034	-0.0002
Si	-0.0014	0.0026	0.0005
Si	-0.0027	0.0013	0.0004
Si	0.0023	-0.0015	0.0004
Si	-0.0001	0.0034	-0.0012
Si	0.0007	-0.0024	0.0007
Si	-0.0009	0.0008	0.0006
Si	0.0008	-0.001	-0.0002
Si	-0.001	0.0005	-0.0007
Si	0.0016	-0.0018	0.0025
Si	0.0011	-0.0001	-0.0005
Si	-0.0018	0.0012	0.0022
Si	0.0006	-0.0012	0.0012
Si	0	0.001	-0.0006
Si	-0.0004	0.0005	-0.001
Si	0.0003	-0.0003	-0.0004
Si	0	-0.0002	-0.0007
Si	-0.0009	0.0002	-0.0001
Si	0.0007	-0.0006	-0.0003
Si	-0.0001	0.0005	-0.0008
Si	-0.0006	0.0008	-0.0001
Si	0.0008	-0.0005	-0.001
Si	0.0004	-0.0018	0.0009
Si	0.0015	0.0017	0.0008
Si	-0.0022	-0.0015	0.0001
Si	0.0017	-0.0001	0.0012
Si	0.0007	0.0019	0.0004
Si	-0.0002	-0.0019	0.001
Si	0.0021	-0.0001	0.0007
Si	-0.0031	0	0.0005
Si	-0.0011	0.0009	-0.0004
Si	0	-0.0001	-0.0026
Si	-0.0003	-0.0001	0.0013
Si	0.0011	0.0005	-0.0012
Si	-0.0005	0.0008	-0.0001
Si	0.0004	0.0008	-0.0008
Si	-0.0013	-0.0006	-0.0014
Si	0.0005	-0.0008	0.0002
Si	0.0013	0.0009	0.0038
Si	-0.0007	0	0.0022
Si	-0.0011	-0.0019	0.0029
Si	-0.0003	-0.0003	0
Si	0.0002	0.0001	0.0012
Si	0	0.0003	0.0005
Si	0.0004	0.0001	0.0011
Si	0.0014	-0.0005	0.002
Si	-0.0028	0.0019	-0.0022
Si	-0.0002	-0.0005	-0.0003
Si	0.0021	-0.001	-0.0024
Si	0.0006	0.0023	0.0001
Si	-0.0001	-0.0008	-0.0013
Si	-0.0003	0.0001	0.0003
Si	-0.0009	0.0008	0.0004
Si	-0.0009	-0.0006	-0.0007
Si	-0.0007	0.0031	-0.0064
Si	0.0004	-0.0024	-0.0035
Si	0.0035	-0.0005	-0.0057
Si	-0.0032	-0.0012	-0.0073
Si	0.0011	-0.0027	-0.0049
Si	0.0012	0.0004	-0.0051
Si	-0.0017	-0.0008	-0.0067
Si	0.0031	-0.0007	-0.0055
O	-0.0005	0.0015	0.0006
O	-0.0022	-0.0005	0.0046
O	0.0059	0.0018	0.01
O	0.0003	0.0039	0.0016
O	0	-0.0004	0.0025
O	0.0009	0.001	0.0031
O	-0.0069	0.0006	0.0082
O	0.0003	-0.0051	0.0043
O	-0.0024	0.0024	0.0046
O	-0.0019	0.0034	0.005
O	0.0028	-0.0018	0.0049
O	0.002	-0.0014	0.0055
O	0.0024	-0.002	0.0055
O	0.0023	-0.0014	0.0064
O	-0.001	0.0003	0.008
O	-0.0025	0.0023	0.0046
O	-0.0012	0.0026	-0.0035
O	-0.0032	0.0021	-0.0046
O	-0.0022	0.001	-0.0031
O	0.0034	-0.0027	-0.0039
O	0.0028	-0.0036	-0.003
O	-0.0027	0.0033	-0.0029
O	0.0022	-0.0031	-0.0037
O	0.0012	0.0003	-0.0034
Si	-0.0007	0.0006	0.006
Si	0.0002	0	-0.0027
Si	0.0002	0.0002	-0.0019
Si	0.0014	-0.0027	0.0048
Si	-0.0003	0.0008	-0.0038
Si	-0.0003	0	-0.0002
Si	0.0001	0.0003	-0.003
Si	-0.0005	0.001	0.0051
Si	-0.0006	-0.0012	-0.0074
Si	-0.0004	-0.0004	0.0019
Si	-0.0005	0.0002	0.0011
Si	-0.0002	0.0003	0.0038
Si	-0.0013	-0.0009	-0.006
Si	0.0007	-0.0014	0.0045
Si	-0.0006	0.0011	-0.0065
Si	0.0004	0.0008	0.0027
Si	-0.0004	0.0004	-0.0035
Si	-0.0003	0.0014	0.0065
Si	0.0009	-0.001	-0.0065
Si	-0.0001	0	0.0011
Si	0.0003	0.0001	0.0002
Si	0.0005	-0.0002	-0.0021
Si	-0.0005	0.0009	0.0021
Si	0.0008	0.0006	-0.0065
Si	-0.0005	0.0007	-0.0043
Si	0.0003	0.0001	0.0013
Si	-0.0001	0	0.0054
Si	0	-0.0009	-0.0037
Si	0.0001	0.0005	-0.0033
Si	0.0002	0.0001	0.0015
Si	0	0.0003	-0.0013
Si	0	0.0002	-0.001
Si	0.0009	-0.0007	-0.0044
Si	-0.0002	0.0001	-0.0025
Si	-0.0002	0.0001	-0.0006
Si	-0.0005	-0.0011	0.0068
Si	0.0001	-0.0001	0.0028
O	-0.0001	-0.001	0.0023
O	0.0001	0	-0.0008
O	-0.0001	-0.0001	0.0018
O	0.0001	0	0.0015
O	0.0003	0.0001	-0.0005
O	0.0006	-0.0001	0.0016
O	0.0001	0.0001	-0.0008
O	-0.0006	0	-0.0012
O	-0.0001	0	-0.0017
O	0.0002	0	-0.0008
O	0.0003	0.0001	0.0016
O	0.0007	-0.0006	-0.0012
O	0.0002	0.0002	0.0013
O	-0.0003	0.0005	-0.0012
O	-0.0001	-0.0001	0.0005
O	-0.0002	0.0001	-0.0026
O	-0.0003	0	-0.0004
O	-0.0001	0.0001	-0.0003
O	0.0001	0	0.0009
O	-0.0004	-0.0006	-0.0011
O	0	0.0001	0.0004
O	0.0005	0.0002	-0.0015
O	-0.0008	-0.0005	-0.0016
O	0.0001	0.0001	0.0012
O	0.0008	0.001	-0.0011
O	0.0002	-0.0001	-0.0001
O	0.0005	-0.0007	-0.0021
O	0	-0.0001	-0.0007
O	-0.0006	0.0001	0.0017
O	0.0004	0.0001	-0.0007
O	0.0004	-0.0007	0.0021
O	0.0002	-0.0001	-0.0009
O	0.0001	-0.0002	0.0015
O	-0.0004	0.0001	0.0024
O	-0.0004	0	0.0018
O	-0.0001	-0.0004	-0.0008
O	0.0002	0	0.0016
O	-0.0001	0	0.0008
O	0	-0.0005	0.0018
O	0.0001	0	0.0004
O	-0.0009	0.0013	0.0043
O	-0.0004	0.002	0.0026
O	0.0001	-0.0001	0.0016
O	0.0001	0	-0.0001
O	0.0001	0.0001	0.0001
O	0.0001	-0.0001	0.0007
O	0.0003	-0.0001	0.0016
O	0.0001	-0.0001	0.0002
O	-0.0003	0.0002	0.0017
O	0.0006	0.0011	-0.0015
O	0.0013	0.0004	-0.0026
O	0.0006	-0.0002	0.0039
O	0	0.0001	-0.0001
O	0.0001	0.0001	0.0008
O	0.0013	-0.0002	0.0023
O	-0.0009	-0.0015	-0.0028
O	0	-0.0004	0.0015
O	-0.0003	0.0004	0.0016
O	-0.0001	0	-0.0005
O	0.0001	0	0.0007
O	0.0001	0.0023	-0.0047
O	0.0001	-0.0003	-0.001
O	-0.0005	-0.0009	-0.0045
O	0.0007	-0.0009	0.0037
O	-0.0002	-0.0001	0.0022
O	0.0001	0.0001	0.0008

The program warned: the cutoff lies below the one the program advises for these potential files; the forces do not sum to zero within the program's tolerance; the exchange-correlation potential is rough where the density is thin.
